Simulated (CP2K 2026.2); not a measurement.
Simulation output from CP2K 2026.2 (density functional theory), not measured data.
Periodic cell of 504 atoms, Si360O144, from a study of silicon, its oxide and their interface. The atomic structure is a simulated model.
Doubt: the forces sum to 1.85 eV/angstrom along one axis rather than to zero, so they err by at least 0.0037 eV/angstrom per atom on average; the grid cutoff is modest.

Settings
functional: PBE
method: Gaussian and plane waves
basis set: DZVP-MOLOPT-SR-GTH
pseudopotentials: GTH-PBE
grid cutoff: 350 Ry, relative cutoff 50 Ry
k points: Gamma only
occupations: fixed
spin: none
net charge: 0

Cell vectors (angstrom)
a 16.32 0 0
b 0 16.32 0
c -5.465 4.1167 33.9389

Atoms and the computed forces on them: element, x, y, z (angstrom), force x, y, z (eV/angstrom)
Si 8.037 16.963 31.033 0.097 0.477 -0.316
Si -4.473 14.736 29.2 -0.011 0.009 0.063
Si 6.395 18.105 26.852 -0.118 0.059 -0.008
Si 6.28 7.437 25.302 -0.129 -0.07 -0.094
Si 4.433 9.283 31.083 0.07 -0.161 0.252
Si -1.564 13.635 29.372 -0.053 0.036 0.062
Si -4.629 4.064 31.696 -0.059 -0.09 0.1
Si 8.32 7.281 31.2 -0.183 0.024 0.151
Si -2.985 6.679 32.028 0.348 0.073 0.541
Si -0.193 9.545 31.709 0.018 -0.15 0.714
Si 7.363 11.629 27.312 0.017 -0.062 -0.025
Si 10.121 12.58 27.883 0.13 -0.032 -0.046
Si 2.117 16.713 29.581 0.031 -0.001 0.055
Si 5.32 4.164 31.984 0.157 0.167 0.656
Si 1.097 4.378 31.493 -0.034 0.105 0.051
Si 4.398 12.275 27.276 -0.061 0.016 -0.014
Si 8.392 8.339 0.267 -0.087 -0.015 0.741
Si 5.942 14.86 31.157 -0.006 -0.071 0.037
Si 15.638 15.806 0.106 -0.095 -0.25 0.539
Si 3.352 3.202 0.148 0.009 0.048 0.014
Si 0.418 5.716 0.178 0.019 -0.022 -0.047
Si 2.078 7.499 0.091 -0.051 -0.221 0.641
Si 15.731 10.27 0.04 -0.053 0.025 -0.027
Si 3.355 14.339 0.064 -0.011 0.009 0.064
Si 5.08 16.008 0.219 -0.125 -0.235 0.482
Si 8.673 3.132 0.157 0.02 0.006 -0.07
Si 5.067 4.93 0.077 -0.022 0.011 -0.053
Si -0.536 16.181 30.848 -0.008 0.051 0.233
Si 0.521 15.709 33.832 0.188 0.063 0.626
Si 7.843 13.203 0.058 -0.026 0.01 -0.019
Si 11.383 0.474 0.233 0.028 -0.016 -0.023
Si 12.929 2.28 0.096 0.089 -0.175 0.626
Si 10.31 4.921 0.19 -0.143 -0.173 0.596
Si 14.012 8.549 0.328 0.298 0.19 0.495
Si 10.628 10.498 0.179 0.088 0.16 0.728
Si 13.973 13.99 0.032 0.2 0.185 0.535
Si 14.81 1.342 1.293 -0.021 0.058 -0.077
Si 1.522 4.075 1.427 0 0.008 -0.016
Si 15.039 6.771 1.442 0.015 -0.04 -0.045
Si 1.254 9.393 1.264 -0.016 -0.02 -0.048
Si 14.933 12.183 1.25 0.052 -0.016 0.028
Si 1.347 15.037 1.215 0.01 0.01 -0.019
Si 4.115 1.408 1.467 -0.02 0.025 0.014
Si 6.835 4.033 1.357 0.027 -0.007 -0.018
Si 3.994 6.686 1.283 -0.006 0.025 -0.074
Si 6.749 9.678 1.243 -0.006 0.063 -0.077
Si 4.187 12.416 1.216 -0.011 -0.011 -0.065
Si 6.822 14.911 1.368 0.049 -0.063 -0.067
Si 9.617 1.421 1.458 -0.018 -0.035 -0.019
Si 12.118 4.03 1.421 0.007 0.038 -0.054
Si 9.516 6.726 1.51 -0.001 0.012 -0.046
Si 12.26 9.501 1.542 -0.041 0.019 -0.012
Si 9.482 12.17 1.388 0.034 -0.004 -0.067
Si 12.315 14.99 1.389 -0.002 -0.058 0.016
Si 13.605 16.329 2.827 -0.044 0.011 -0.037
Si -0.006 2.685 2.598 0.005 -0.027 0
Si 13.582 5.401 2.678 -0.031 0.011 0.02
Si 0.013 8.147 2.839 0.02 0.002 -0.006
Si 13.568 10.979 2.782 0.056 -0.002 -0.04
Si 0.082 13.535 2.596 -0.088 0.024 -0.101
Si 2.6 16.406 2.707 0.037 -0.027 -0.032
Si 5.554 2.669 2.798 0.009 0.016 -0.03
Si 2.777 5.424 2.86 -0.025 0.004 -0.036
Si 5.372 8.198 2.533 0.031 -0.044 0.008
Si 2.73 10.897 2.461 0.001 0.027 -0.04
Si 5.451 13.629 2.791 -0.028 0.018 -0.022
Si 8.2 16.31 2.676 -0.041 0.026 0.002
Si 10.864 2.74 2.923 -0.012 -0.038 -0.048
Si 8.067 5.448 2.806 -0.002 -0.051 -0.024
Si 10.929 8.064 2.826 -0.017 0.024 0.02
Si 8.122 10.857 2.777 -0.01 0.037 0.011
Si 10.876 13.605 2.657 0.001 -0.018 0
Si 15.031 14.912 4.035 0.038 0.03 -0.017
Si 1.293 1.397 4.096 0.003 0.027 0.035
Si 14.974 4.048 4.01 0.013 0.002 0.018
Si 1.39 6.796 4.163 -0.02 0.003 0.025
Si 14.944 9.558 4.101 -0.025 -0.005 -0.004
Si 1.411 12.196 3.975 0.013 -0.01 0.035
Si 4.022 15.013 4.042 0.015 0.002 -0.002
Si 6.87 1.304 4.126 0.008 -0.008 0.047
Si 4.161 4.048 4.137 -0.012 0.02 -0.011
Si 6.709 6.875 4.045 -0.014 0.029 0.003
Si 4.043 9.546 3.934 -0.017 0.004 0.02
Si 6.792 12.243 4.13 0.031 -0.016 -0.007
Si 9.536 14.953 4.052 0.004 -0.014 0.02
Si 12.248 1.35 4.194 0.025 -0.003 0.02
Si 9.456 4.107 4.179 -0.005 -0.005 -0.011
Si 12.295 6.738 4.143 -0.014 -0.007 0.012
Si 9.513 9.478 4.097 -0.018 -0.014 -0.013
Si 12.204 12.301 4.11 -0.014 -0.005 0.036
Si 0.002 16.298 5.442 0 -0.018 0.005
Si 2.719 2.72 5.441 -0.023 -0.012 0.015
Si -0.013 5.412 5.431 -0.022 -0.023 0.007
Si 2.749 8.211 5.425 0.009 0.005 0
Si 0.035 10.894 5.409 0.006 0.01 -0.008
Si 2.715 13.587 5.385 -0.004 0.001 -0.003
Si 5.424 16.309 5.433 -0.001 -0.005 0
Si 8.16 2.697 5.512 -0.003 -0.02 0.025
Si 5.446 5.474 5.467 0.002 0.009 0.005
Si 8.124 8.154 5.442 0.001 -0.007 0.006
Si 5.4 10.855 5.398 -0.02 -0.006 -0.002
Si 8.173 13.607 5.443 0.005 0.04 0.01
Si 10.869 16.292 5.477 -0.023 -0.006 0.006
Si 13.642 2.728 5.463 0.016 0.001 -0.009
Si 10.879 5.437 5.492 -0.006 -0.013 0.016
Si 13.613 8.164 5.461 0.019 0.005 0.021
Si 10.864 10.88 5.434 0.003 0.017 0.012
Si 13.623 13.622 5.434 -0.013 0.01 -0.002
Si -1.357 17.669 12.241 0.021 -0.003 0.006
Si 1.35 4.088 12.237 -0.021 0.007 -0.004
Si -1.357 6.793 12.245 0.013 -0.022 -0.006
Si 1.349 9.525 12.235 -0.008 0.01 0.007
Si -1.374 12.249 12.226 -0.027 0.022 -0.003
Si 1.363 14.959 12.244 0.01 -0.015 0.001
Si 4.081 17.69 12.237 -0.011 0.013 -0.005
Si 6.807 4.069 12.235 0.019 -0.014 -0.005
Si 4.079 6.792 12.224 0.02 -0.004 -0.001
Si 6.788 9.533 12.244 -0.028 0.022 -0.008
Si 4.09 12.231 12.25 0.022 -0.03 -0.013
Si 6.799 14.965 12.244 -0.008 0.021 0.003
Si 9.528 17.667 12.258 0.011 -0.021 -0.006
Si 12.235 4.083 12.254 -0.002 0.014 0.007
Si 9.509 6.798 12.248 -0.01 0.013 0.003
Si 12.242 9.52 12.233 0.016 -0.011 -0.002
Si 9.528 12.237 12.234 0.013 -0.013 0.003
Si 12.23 14.968 12.245 -0.02 0.011 -0.01
Si 13.589 16.329 13.608 0.001 -0.003 -0.003
Si -0.003 2.715 13.592 0.002 0.003 -0.01
Si 13.598 5.439 13.612 0.007 0.002 0.002
Si -0.001 8.163 13.603 -0.004 -0.005 -0.004
Si 13.594 10.891 13.591 0.002 0.006 -0.006
Si -0.026 13.61 13.589 0.006 -0.011 -0.006
Si 2.725 16.33 13.593 0.003 0.008 -0.003
Si 5.449 2.72 13.602 0.01 -0.002 -0.005
Si 2.717 5.446 13.592 -0.015 -0.012 -0.01
Si 5.43 8.151 13.582 0.022 0.015 -0.009
Si 2.718 10.868 13.598 0.009 0.015 -0.001
Si 5.453 13.596 13.607 -0.011 -0.013 -0.016
Si 8.163 16.311 13.619 0.004 0.005 0.001
Si 10.885 2.714 13.621 -0.009 -0.004 0.002
Si 8.163 5.416 13.608 -0.011 -0.005 0
Si 10.875 8.166 13.589 0.004 -0.003 0
Si 8.158 10.894 13.596 -0.002 -0.01 -0.013
Si 10.876 13.602 13.601 0.004 -0.002 -0.003
Si -1.377 14.972 14.968 -0.007 -0.018 -0.008
Si 1.364 17.689 14.952 -0.006 0.001 -0.024
Si -1.372 4.05 14.961 -0.007 -0.018 -0.007
Si 1.384 6.824 14.964 0.009 0.026 0.012
Si -1.375 9.526 14.948 -0.001 0.019 -0.003
Si 1.34 12.243 14.921 -0.009 0.007 -0.012
Si 4.086 14.964 14.942 0.005 -0.012 -0.004
Si 6.815 17.689 14.972 -0.002 0.011 0
Si 4.074 4.081 14.945 0.015 0.02 -0.002
Si 6.79 6.791 14.933 -0.023 -0.001 -0.016
Si 4.058 9.477 14.957 -0.021 -0.022 0.017
Si 6.834 12.265 14.984 0.027 0.031 -0.001
Si 9.505 14.926 14.982 -0.009 -0.022 0.013
Si 12.255 17.693 14.996 0.029 0.006 0.008
Si 9.521 4.059 14.99 -0.021 -0.002 -0.006
Si 12.226 6.809 14.953 0.02 0.004 -0.007
Si 9.511 9.528 14.944 -0.022 0.004 -0.019
Si 12.244 12.256 14.959 0.019 0.001 -0.009
Si -0.048 16.385 16.306 -0.007 -0.003 -0.024
Si 2.764 2.682 16.306 0.018 0.022 0.033
Si 0.011 5.431 16.245 -0.032 0.003 -0.028
Si 2.722 8.151 16.414 -0.001 -0.008 -0.026
Si 0.05 10.834 16.29 0.009 -0.008 -0.02
Si 2.638 13.663 16.256 -0.007 -0.001 0.002
Si 5.499 16.27 16.303 0.022 -0.029 -0.025
Si 8.13 2.74 16.375 0.021 -0.049 0.025
Si 5.377 5.497 16.298 0.01 0.011 -0.032
Si 8.195 8.102 16.272 0.016 -0.011 0.01
Si 5.446 10.857 16.234 0.029 0.007 -0.025
Si 8.177 13.6 16.44 -0.02 -0.023 -0.007
Si 10.88 16.293 16.29 0.012 -0.012 0.001
Si 13.611 2.726 16.405 0.017 0.009 -0.02
Si 10.923 5.406 16.322 -0.012 0.008 -0.01
Si 13.527 8.224 16.303 0.008 0.01 0.015
Si 10.817 10.949 16.292 -0.011 0.026 -0.026
Si 13.641 13.564 16.341 -0.024 0.029 0.002
Si -1.337 17.7 17.789 0.004 -0.028 0.022
Si 1.399 4.092 17.591 -0.018 0.009 0.056
Si -1.381 6.813 17.524 0.021 0.002 0.034
Si 1.359 9.53 17.768 -0.026 0.03 -0.007
Si -1.263 12.173 17.658 -0.027 0.041 0.001
Si 1.27 15.035 17.656 0.04 -0.022 0.037
Si 4.143 17.589 17.636 -0.034 -0.003 0.074
Si 6.702 4.17 17.657 0.019 -0.014 0.041
Si 4.076 6.786 17.808 -0.001 -0.012 -0.009
Si 6.817 9.472 17.558 -0.047 0.034 0.029
Si 4.024 12.245 17.467 -0.001 -0.032 0.03
Si 6.818 14.989 17.797 0.027 0.031 0.003
Si 9.525 17.629 17.661 -0.032 -0.004 0.043
Si 12.268 4.11 17.768 -0.025 0 0.013
Si 9.56 6.743 17.661 -0.045 0.004 0.039
Si 12.12 9.619 17.652 0.053 -0.037 0.024
Si 9.546 12.229 17.821 0.014 0.02 0.017
Si 12.244 14.938 17.65 -0.017 -0.003 -0.003
Si -2.717 16.248 19.06 -0.003 -0.011 0.04
Si 0.085 2.816 19.056 -0.027 0.014 0.047
Si -2.656 5.555 19.04 -0.008 0 0.079
Si -0.072 8.09 18.983 0.012 -0.001 0.035
Si -2.721 10.886 18.982 0.008 0.074 -0.029
Si 0.026 13.593 19.056 -0.025 -0.03 -0.011
Si 2.695 16.331 19.023 -0.006 -0.009 0.011
Si 5.415 2.707 18.985 0.036 0.035 0.005
Si 2.696 5.353 19.119 0.01 -0.034 0.048
Si 5.501 8.209 19.056 0.021 -0.018 0.065
Si 2.776 10.981 19.001 -0.006 0.009 0.049
Si 5.326 13.536 18.894 -0.036 0.027 0.064
Si 8.213 16.354 19.202 0.067 -0.067 0.016
Si 10.87 2.683 19.026 0.049 -0.054 0.025
Si 8.109 5.479 19.041 -0.041 -0.009 -0.009
Si 10.818 8.195 19.036 -0.033 -0.002 0.03
Si 8.139 10.74 19.031 0.053 -0.045 0.034
Si 10.975 13.616 19.159 0.015 0.014 0.044
Si -1.786 14.457 20.314 -0.18 -0.197 -0.595
Si 1.848 18.178 20.291 -0.003 -0.011 0.021
Si -0.834 4.641 20.234 0.037 0.02 -0.003
Si 0.889 6.345 20.268 -0.169 -0.139 -0.54
Si -1.882 9.034 20.156 0.013 -0.038 0.014
Si 1.859 12.738 20.299 0.009 0.023 0.026
Si 3.604 14.486 20.205 -0.238 -0.223 -0.492
Si 7.266 18.263 20.256 -0.022 -0.03 -0.005
Si 3.619 3.502 20.321 -0.04 -0.033 -0.044
Si 7.19 7.233 20.385 -0.022 -0.02 0.033
Si 4.59 10.057 20.199 0.102 0.059 -0.627
Si 6.293 11.734 20.019 -0.035 -0.024 -0.003
Si 9.883 15.232 20.516 -0.297 -0.099 -0.785
Si 12.067 17.464 20.364 0.056 0.074 -0.726
Si 9.035 3.61 20.15 -0.163 -0.102 -0.538
Si 12.669 7.361 20.232 0.226 0.076 -0.562
Si 10.117 9.529 23.275 -0.142 0.02 -0.078
Si 12.825 12.675 20.327 0.182 0.184 -0.597
Si -1.317 11.953 26.932 -0.058 0.019 -0.024
Si 3.965 15.656 23.06 0.042 0.041 -0.099
Si -4.001 19.105 25.643 -0.006 0.029 0.007
Si -1.433 4.489 22.475 0.321 0.108 -0.63
Si 9.31 7.66 25.578 0.006 -0.009 -0.126
Si 10.298 4.888 24.887 0.094 -0.07 0.02
Si 2.668 3.028 24.651 -0.033 0.012 -0.024
Si 11.435 10.332 29.598 0.034 -0.039 0.046
Si 6.718 18.684 22.52 0.104 0.097 -0.088
Si 8.261 14.427 23.072 -0.022 -0.043 -0.028
Si -2.721 7.171 25.737 -0.027 -0.063 0.017
Si 0.466 4.765 28.684 -0.055 -0.05 0.01
Si 7.992 12.496 31.302 0.07 0.025 0.072
Si 3.421 17.189 26.885 -0.038 0.017 -0.079
Si -0.902 7.356 29.791 -0.072 0.066 0.073
Si -1.076 9.591 22.245 -0.165 -0.206 -0.648
Si 1.598 17.636 22.55 -0.029 0.19 -0.633
Si 4.763 3.733 22.391 0.062 -0.501 -0.42
Si 5.91 4.813 27.031 0.062 0.053 0.084
Si -1.911 4.462 26.993 -0.055 0.015 -0.054
Si -0.954 15.767 23.115 0.048 -0.008 -0.157
Si -2.743 18.24 23.032 0.071 0.027 -0.088
Si 11.49 8.694 27.114 0.044 0.082 0.041
Si 8.956 8.934 20.367 -0.134 -0.105 -0.585
Si 3.22 13.842 29.793 0.178 -0.005 -0.004
Si 6.725 16.873 23.993 -0.097 0.468 -0.54
Si 4.179 9.631 25.769 0.031 0.025 -0.043
Si -0.81 8.889 27.202 -0.044 -0.081 0.046
Si 10.134 14.566 31.62 0.088 -0.135 0.668
Si 7.498 4.722 29.736 -0.123 -0.008 0.023
Si 4.047 10.896 23.025 0.002 -0.056 -0.243
Si 3.17 18.308 31.984 -0.156 -0.339 0.507
Si 8.554 18.238 29.129 -0.128 -0.27 0.543
Si -2.472 11.448 31.118 -0.035 -0.042 0.114
Si 0.303 6.924 23.166 0.071 -0.015 -0.284
Si 1.225 11.804 22.364 0.205 0.215 -0.631
Si 2.947 14.336 25.556 0.016 0.132 -0.004
Si 2.2 11.425 31.407 0.058 0.03 0.024
Si 0.135 13.531 24.748 0.121 -0.002 -0.027
Si 10.917 8.702 32.066 0.051 0.319 0.615
Si 1.768 7.794 25.855 -0.086 -0.046 -0.086
Si 7.141 9.848 29.721 0.002 0.047 0.107
Si 12.125 11.506 25.963 0.014 -0.032 0.024
Si 3.215 6.538 31.832 -0.001 0.254 0.682
Si 8.366 3.976 22.973 -0.415 -0.618 -0.08
Si 11.528 17.629 28.069 -0.124 0.087 -0.031
Si 12.404 6.205 23.077 0.057 0.055 -0.02
Si 6.345 12.402 22.191 0.045 -0.17 -0.606
Si -3.311 3.698 29.423 -0.022 -0.001 0.12
Si 8.279 11.74 24.331 -0.051 0.122 -0.07
Si 6.477 6.347 22.497 0.15 0.291 -0.53
Si -3.63 11.078 23.051 0.002 0.059 -0.204
Si -2.519 18.45 31.68 0.278 0.047 0.587
Si 2.809 5.1 26.841 0.015 -0.075 -0.199
Si 14.974 1.344 6.813 -0.007 -0.014 0.007
Si 1.357 4.076 6.802 0.017 0.012 0.006
Si 14.969 6.79 6.803 0 0.01 0.01
Si 1.372 9.54 6.791 -0.001 -0.007 0.01
Si 14.979 12.242 6.778 0.014 0.006 0
Si 1.37 14.939 6.784 -0.005 0.003 0.002
Si 4.075 1.353 6.8 0.001 0 0.001
Si 6.797 4.093 6.824 0.011 0.006 0.012
Si 4.077 6.83 6.805 0.001 0.005 0.006
Si 6.77 9.523 6.79 -0.005 -0.001 0.003
Si 4.066 12.235 6.769 0.008 -0.007 -0.001
Si 6.791 14.954 6.794 -0.005 -0.01 0.001
Si 9.527 1.339 6.845 -0.001 0.012 0.013
Si 12.255 4.071 6.822 -0.015 -0.008 -0.003
Si 9.504 6.808 6.815 -0.004 -0.011 0.003
Si 12.231 9.523 6.799 -0.006 -0.006 -0.004
Si 9.518 12.238 6.805 -0.005 -0.005 -0.002
Si 12.256 14.955 6.817 0.019 0.017 0.008
Si 13.6 16.326 8.175 -0.01 0.023 0.014
Si 0.011 2.708 8.168 0.012 -0.019 -0.007
Si 13.601 5.446 8.174 -0.011 0.005 -0.008
Si 0.013 8.162 8.146 0.011 -0.008 0.003
Si 13.611 10.881 8.143 0.003 -0.009 -0.001
Si 0.002 13.599 8.156 -0.008 0.018 0
Si 2.724 16.302 8.156 0.021 -0.024 0.005
Si 5.427 2.724 8.163 -0.028 0.024 0.002
Si 2.711 5.456 8.151 -0.02 0.021 0.006
Si 5.439 8.165 8.174 0.005 -0.017 0.005
Si 2.718 10.894 8.159 -0.012 -0.001 -0.008
Si 5.434 13.585 8.144 0.022 0 0.005
Si 8.143 16.307 8.174 -0.011 0.012 -0.006
Si 10.896 2.709 8.182 0.019 -0.015 0.007
Si 8.167 5.437 8.183 0.019 -0.018 0.006
Si 10.869 8.17 8.166 -0.021 0.019 0.005
Si 8.142 10.882 8.152 -0.006 0.019 0.001
Si 10.887 13.59 8.162 0.007 -0.025 -0.008
Si -1.357 14.959 9.519 -0.006 -0.002 0.001
Si 1.369 1.349 9.522 -0.002 0.004 0.006
Si -1.359 4.074 9.522 -0.004 0.003 -0.001
Si 1.358 6.807 9.519 -0.001 0.001 0.002
Si -1.356 9.518 9.508 0 -0.013 -0.006
Si 1.36 12.246 9.524 0.004 -0.005 0.004
Si 4.083 14.947 9.518 -0.006 -0.001 0.001
Si 6.792 1.361 9.524 0.016 -0.003 -0.003
Si 4.069 4.088 9.514 0.002 -0.005 -0.003
Si 6.8 6.803 9.53 -0.003 0.008 0.002
Si 4.073 9.527 9.519 0.011 0.011 0.002
Si 6.795 12.242 9.518 -0.013 -0.009 0.005
Si 9.518 14.951 9.52 -0.002 0.008 0
Si 12.247 1.358 9.544 -0.004 0.001 0.007
Si 9.529 4.072 9.534 0.004 0.003 -0.001
Si 12.234 6.806 9.526 0.002 -0.009 0.003
Si 9.505 9.525 9.52 0.004 -0.008 0.006
Si 12.247 12.234 9.514 -0.001 0.016 0.001
Si 0.005 16.314 10.88 -0.008 -0.004 -0.001
Si 2.717 2.727 10.88 0.009 0.009 0
Si -0.003 5.442 10.873 0.001 0.002 -0.005
Si 2.715 8.165 10.879 -0.004 -0.007 0.005
Si -0.007 10.885 10.873 0 0.003 -0.001
Si 2.725 13.594 10.891 0 0.006 0.007
Si 5.435 16.318 10.88 0 0 -0.004
Si 8.167 2.705 10.888 -0.006 0.007 0.003
Si 5.442 5.432 10.876 -0.001 0.001 -0.007
Si 8.152 8.166 10.892 0.002 -0.007 0.002
Si 5.436 10.883 10.875 0.005 -0.003 -0.005
Si 8.159 13.599 10.884 0.005 -0.006 -0.003
Si 10.873 16.316 10.882 0.011 0.008 -0.008
Si 13.603 2.723 10.897 -0.007 -0.01 0.001
Si 10.879 5.443 10.89 -0.003 -0.009 0.006
Si 13.606 8.16 10.88 -0.003 0.011 0
Si 10.881 10.877 10.871 -0.003 0 -0.008
Si 13.589 13.609 10.876 0.008 -0.008 -0.003
O 7.953 17.806 32.44 -0.204 -0.025 -0.356
O 7.612 11.346 25.742 -0.322 -0.214 -0.147
O 7.717 11.136 30.507 0.197 -0.04 0.062
O 6.884 13.582 30.888 -0.153 0.049 -0.389
O -0.031 4.386 32.65 -0.241 0.261 -0.107
O 7.9 8.526 30.259 0.003 -0.071 -0.143
O 2.275 11.58 33.005 -0.53 -0.487 0.094
O -3.169 12.024 32.452 -0.285 0.283 -0.241
O 0.031 15.584 32.255 -0.089 -0.421 -0.206
O 3.002 18.115 25.637 0.082 -0.109 -0.178
O 4.083 13.473 33.632 0.08 -0.047 -0.44
O 5.807 15.172 32.74 0.051 0.576 0.037
O 6.531 4.171 30.911 0.024 -0.278 -0.212
O 0.029 8.211 30.812 0.621 -0.11 -0.08
O 3.058 16.977 22.861 0.17 0.136 -0.068
O 2.481 11.189 23.183 -0.16 -0.05 0.321
O 2.307 15.114 29.39 -0.167 -0.128 -0.387
O 6.877 13.922 22.388 -0.483 0.502 -0.078
O 2.695 9.063 25.534 -0.359 0.091 -0.128
O 10.972 16.386 20.954 0.252 0.202 0.448
O 0.224 10.554 22.089 0.071 -0.043 -0.347
O 4.13 10.697 26.993 0.041 -0.391 0.294
O 10.018 17.881 28.546 -0.018 0.059 -0.087
O 6.636 16.219 30.612 -0.375 0.161 -0.17
O -2.187 19.619 30.555 0.381 0.1 -0.305
O 0.446 3.969 30.08 -0.407 -0.374 -0.121
O -2.777 4.736 28.332 -0.186 0.287 0.236
O 7.98 15.877 23.709 0.565 0.245 0.149
O -1.349 14.856 21.843 0.047 -0.082 0.202
O 5.219 8.418 26.025 0.163 0.022 0.646
O -1.75 8.44 25.96 0.108 0.192 -0.41
O 3.911 13.118 25.987 0.052 -0.259 -0.512
O 2.702 6.669 26.524 0.302 0.297 0.243
O 9.261 9.292 21.934 -0.161 0.056 0.202
O 3.177 14.612 23.986 -0.119 -0.258 -0.123
O -0.5 5.517 23.337 -0.063 -0.068 0.462
O 4.246 14.993 21.627 0.396 -0.011 0.126
O 10.813 12.319 26.443 -0.332 0.146 -0.289
O 12.13 7.096 21.765 -0.317 0.107 0.279
O 12.547 12.166 21.864 -0.266 0.261 0.481
O 5.142 9.396 32.544 0.245 0.162 -0.161
O -0.861 13.013 28.063 0.41 0.127 0.156
O -3.1 13.943 29.021 -0.105 -0.086 -0.294
O -0.423 4.1 27.503 0.141 -0.423 -0.494
O -1.714 10.065 31.45 -0.369 -0.254 0.067
O 4.647 18.993 31.959 0.191 -0.231 0.113
O 9.223 3.807 24.342 0.132 -0.472 0.487
O -3.549 11.137 29.972 0.123 -0.024 -0.556
O 9.561 6.066 25.707 -0.387 0.007 0.428
O 1.392 13.918 25.694 -0.259 -0.104 0.726
O 3.378 10.478 30.871 -0.118 -0.035 -0.272
O 11.364 4.09 25.804 0.07 0.102 0.347
O -4.544 9.072 28.65 0.406 -0.248 0.391
O -0.734 10.492 27.28 0.274 0.051 0.192
O 4.316 4.699 27.203 -0.137 -0.272 0.34
O -0.743 14.848 24.421 -0.254 0.282 0.556
O 10.697 9.835 30.932 -0.428 0.365 0.009
O 10.639 13.974 28.466 -0.402 0.392 -0.177
O -2.051 6.642 30.688 -0.058 -0.473 -0.126
O 4.934 17.572 27.308 0.183 0.153 0.571
O -3.461 18.202 21.582 0.02 0.197 -0.087
O -0.742 12.429 25.512 -0.019 -0.179 -0.165
O 10.282 4.111 32.457 -0.476 0.182 -0.354
O -0.691 8.191 22.976 -0.348 -0.044 0.378
O 0.617 17.051 30.107 -0.245 0.625 -0.052
O 8.683 13.318 24.187 0.428 -0.01 0.318
O 1.509 18.89 23.602 -0.508 0.439 0.029
O -3.999 7.369 26.705 -0.149 -0.426 0.33
O 7.215 11.424 23.154 0.146 -0.731 0.038
O 7.752 5.489 23.04 0.323 0.391 0.274
O 7.88 12.126 32.866 -0.277 -0.194 -0.17
O 6.032 7.361 23.692 -0.125 0.634 -0.214
O -3.201 7.113 24.205 -0.014 0.254 -0.255
O -1.936 5.809 26.113 0.538 -0.018 0.016
O 9.13 15.789 31.292 0.292 0.005 0.156
O 3.116 17.288 30.722 0.546 -0.137 -0.161
O 8.521 12.647 27.79 -0.105 0.415 0.299
O -1.893 17.059 31.084 -0.176 -0.315 -0.229
O 5.245 5.299 22.278 -0.249 0.32 -0.14
O 4.321 5.377 31.559 0.203 -0.107 -0.288
O 4.3 9.83 21.816 0.056 -0.429 0.208
O -1.461 12.568 30.577 0.604 -0.036 0.235
O -2.154 16.794 23.415 -0.335 -0.384 0.419
O -3.909 11.862 24.426 -0.202 0.685 0.039
O 11.042 5.571 23.63 -0.187 0.121 -0.358
O 7.437 17.81 28.035 -0.059 -0.348 0.009
O 0.422 16.565 22.815 -0.113 -0.342 0.052
O 10.028 8.228 24.23 0.343 -0.431 0.019
O 1.796 5.848 31.401 -0.15 0.283 -0.269
O 3.959 3.498 23.792 0.306 0.008 0.293
O 0.561 12.919 23.319 0.022 0.461 -0.043
O 5.982 12.436 27.521 0.117 0.383 0.055
O -1.423 8.341 28.606 -0.512 0.063 -0.013
O 3.622 12.895 28.547 -0.027 -0.144 0.017
O 2.226 4.277 25.57 -0.343 0.299 -0.195
O -3.751 18.636 28.755 0.151 -0.339 0.089
O -0.843 14.979 29.84 0.264 0.062 -0.216
O -0.048 6.253 29 0.026 0.096 -0.034
O -2.929 11.92 26.87 -0.164 0.264 0.503
O 7.351 6.914 32.457 -0.326 0.089 -0.177
O 8.373 5.978 30.248 0.552 -0.102 -0.175
O 1.165 7.192 24.487 0.068 0.009 0.072
O -1.481 2.953 23.018 0.291 -0.159 -0.069
O 9.564 10.808 24.089 0.142 0.345 0.39
O 11.634 9.869 22.848 0.128 -0.378 -0.401
O 1.981 4.767 28.171 0.45 -0.027 0.374
O -4.623 4.373 30.114 -0.363 0.341 -0.363
O 2.442 17.421 28.159 -0.38 0.621 0.056
O 2.335 12.897 30.764 -0.227 0.321 0.199
O 3.659 7.849 30.949 0.025 -0.102 -0.274
O 2.165 19.562 31.842 0.094 0.167 -0.024
O 6.406 3.368 26.503 0.248 0.12 -0.507
O -2.525 3.217 26.171 0.437 -0.327 -0.129
O 4.642 10.354 24.408 0.588 0.113 0.267
O 4.791 12.293 22.664 -0.483 0.317 0.013
O 9.462 13.165 31.074 0.161 -0.281 -0.469
O 7.348 10.23 28.15 0.28 -0.551 -0.09
O 0.79 10.698 31.133 -0.259 0.108 -0.294
O -3.641 5.203 32.336 0.022 -0.165 0.268
O 4.524 14.487 30.496 -0.028 0.198 -0.156
O 1.232 6.783 21.834 0.562 0.291 0.133
O 3.309 15.64 26.437 0.094 -0.255 0.357
O -2.965 4.983 22.649 -0.371 -0.515 -0.04
O 6.21 5.951 25.934 -0.062 -0.148 -0.056
O 11.902 9.914 26.131 0.112 -0.243 -0.327
O 5.331 16.065 23.799 0.106 -0.142 0.3
O 6.616 5.158 28.445 0.092 0.265 -0.09
O 10.454 11.32 28.819 -0.198 -0.147 0.314
O -4.088 7.828 31.709 0.093 0.283 -0.089
O 0.644 8.262 26.908 0.21 0.103 0.258
O 7.754 8.024 25.547 0.112 0.501 0.054
O 11.689 17.872 26.476 -0.025 -0.447 -0.358
O 9.707 7.633 31.947 0.175 -0.411 0.378
O -4.326 16.162 28.492 0.198 -0.081 0.01
O -3.866 18.662 24.105 -0.643 -0.241 -0.27
O 9.926 8.381 26.887 -0.235 -0.061 0.526
O -4.139 18.801 31.831 -0.339 -0.331 0.096
O -4.816 14.83 30.786 0.566 0.158 0.346
O 9.381 14.551 21.914 0.404 -0.233 0.011
O 8.507 19.848 29.34 0.577 0.281 0.1
O -2.162 10.417 23.117 0.098 0.155 0.447
O 9.421 3.913 21.726 0.536 0.022 0.035
O 5.57 9.539 29.97 -0.32 -0.055 -0.554
O 6.86 17.318 25.531 0.21 -0.35 0.207

Results
total energy: -101657.249 eV
total energy less fixed offsets of O -438.35, Si -107.03 eV per atom: -4.049 eV
